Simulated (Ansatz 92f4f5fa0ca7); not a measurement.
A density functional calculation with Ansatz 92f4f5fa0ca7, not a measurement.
Periodic cell of 220 atoms, Si132O88, from a study of silicon, its oxide and their interface. The atomic structure is a simulated model.
Doubt: the cutoff is far below the 930 eV that the study's wrapper takes by default for these files, so forces and energies are approximate.
This geometry differs little from another in the collection (a relaxation step or a small displacement).

Settings
functional: PBE
potential files: Ansatz PAW
basis: plane waves
wave-function cutoff: 580 eV
density cutoff ratio: 5
exchange-correlation grid ratio: 1
k mesh: 1 x 1 x 1, Gamma-centred
self-consistency stop: 5e-08 eV per atom in the density residual
occupations: fixed
spin: none
net charge: 0

Cell vectors (angstrom)
a, 10.938, 0, 0
b, 0, 10.938, 0
c, 0, 0, 32.5278

Atoms and the computed forces on them: element, x, y, z (angstrom), force x, y, z (eV/angstrom)
Si, -0.2528, 0.2862, 25.1343, 0.0103, -0.0134, 0.0019
Si, 5.6659, -0.296, 25.1172, -0.009, 0.0109, 0.0232
Si, 2.3635, 2.9913, 25.0587, 0.0029, -0.0025, 0.0115
Si, 8.469, 2.51, 25.1006, -0.0094, 0.0049, 0.029
Si, 0.1312, 5.2361, 24.9169, -0.0101, 0.0245, 0.0202
Si, 5.2218, 5.786, 25.0722, -0.0013, -0.0032, 0.0072
Si, 2.9771, 8.0038, 25.0062, -0.0218, 0.0103, 0.0098
Si, 7.8971, 8.4219, 25.0479, 0.0139, -0.0141, 0.0039
Si, 1.3005, 1.4314, 26.4601, 0.0042, -0.0042, -0.0005
Si, 6.8239, 1.3584, 26.3552, 0.0005, 0.0014, -0.009
Si, 4.0448, 4.1322, 26.3051, 0.0041, -0.0029, -0.0001
Si, 9.5819, 4.1167, 26.3927, -0.0006, 0.0021, -0.0091
Si, 1.3285, 6.8315, 26.2581, -0.0003, -0.003, -0.0079
Si, 6.784, 6.8821, 26.4347, 0.0043, -0.005, -0.0037
Si, 4.0825, 9.5325, 26.4323, -0.001, 0.0006, -0.007
Si, 9.5204, 9.5754, 26.3494, 0.0047, -0.0033, -0.0008
Si, 2.7164, 0.0199, 27.7384, -0.0004, 0.0051, 0.0018
Si, 8.1869, 0.0064, 27.7542, -0.0007, 0.0007, 0.0038
Si, -0.0323, 2.7792, 27.8128, -0.0019, 0.0016, 0.0014
Si, 5.4398, 2.756, 27.6929, -0.001, 0.0016, 0.0021
Si, 2.6994, 5.4933, 27.7141, -0.0051, 0.0051, -0.0015
Si, 8.188, 5.4847, 27.7308, 0.0021, -0.0012, 0.0028
Si, -0.0094, 8.2043, 27.6877, 0.0021, -0.0005, 0.0037
Si, 5.4477, 8.218, 27.8142, -0.0019, 0.0016, 0.0053
Si, 4.1018, 1.3673, 29.1095, 0.0339, 0.1065, -0.1708
Si, 9.5708, 1.3673, 29.1095, -0.1904, -0.0255, 0.2659
Si, 1.3673, 4.1018, 29.1095, 0.1179, 0.2918, 0.2657
Si, 6.8362, 4.1018, 29.1095, -0.1169, -0.0242, -0.2445
Si, 4.1018, 6.8362, 29.1095, -0.2892, -0.1719, 0.1978
Si, 9.5708, 6.8362, 29.1095, 0.0635, 0.061, -0.2181
Si, 1.3673, 9.5708, 29.1095, -0.1176, -0.0693, -0.2394
Si, 6.8362, 9.5708, 29.1095, 0.0302, 0.1623, 0.3568
Si, 0, 0, 30.4768, -0.0288, -0.0171, -0.0199
Si, 5.469, 0, 30.4768, 0.083, -0.0106, 0.0056
Si, 2.7345, 2.7345, 30.4768, 0.0201, 0.0437, -0.0204
Si, 8.2035, 2.7345, 30.4768, -0.0221, -0.1178, 0.0049
Si, 0, 5.469, 30.4768, 0.076, 0.0057, -0.0033
Si, 5.469, 5.469, 30.4768, -0.0691, -0.0422, -0.0139
Si, 2.7345, 8.2035, 30.4768, 0.0173, -0.0675, 0
Si, 8.2035, 8.2035, 30.4768, 0.0165, 0.0332, -0.0215
Si, 1.3673, 1.3673, 31.844, -0.0002, -0.0003, -0.0201
Si, 6.8362, 1.3673, 31.844, -0.0281, 0.0659, -0.0036
Si, 4.1018, 4.1018, 31.844, 0.0212, -0.025, 0.0015
Si, 9.5708, 4.1018, 31.844, 0.0182, 0.0624, -0.0385
Si, 1.3673, 6.8362, 31.844, -0.0882, 0.005, -0.0199
Si, 6.8362, 6.8362, 31.844, 0.0137, 0.0217, -0.0257
Si, 4.1018, 9.5708, 31.844, -0.043, 0.0197, -0.0288
Si, 9.5708, 9.5708, 31.844, -0.0089, -0.0126, -0.0074
Si, 2.7345, 0, 0.6835, 0.0439, -0.0416, 0.0279
Si, 8.2035, 0, 0.6835, -0.0016, -0.0073, 0.0091
Si, 0, 2.7345, 0.6835, -0.0241, -0.0258, 0.0122
Si, 5.469, 2.7345, 0.6835, 0.0204, -0.0363, 0.0295
Si, 2.7345, 5.469, 0.6835, -0.0005, 0.048, 0.0012
Si, 8.2035, 5.469, 0.6835, 0.0046, -0.044, 0.0241
Si, 0, 8.2035, 0.6835, 0.067, -0.0153, 0.0205
Si, 5.469, 8.2035, 0.6835, -0.0029, -0.0062, 0.0171
Si, 4.1018, 1.3673, 2.0507, -0.0526, 0.0719, 0.0048
Si, 9.5708, 1.3673, 2.0507, 0.0611, 0.036, 0.0057
Si, 1.3673, 4.1018, 2.0507, -0.0221, 0.0326, 0.0181
Si, 6.8362, 4.1018, 2.0507, -0.0096, 0.0588, 0.0242
Si, 4.1018, 6.8362, 2.0507, -0.027, -0.056, -0.0148
Si, 9.5708, 6.8362, 2.0507, -0.0212, 0.0208, 0.0289
Si, 1.3673, 9.5708, 2.0507, -0.0915, 0.0118, 0.0133
Si, 6.8362, 9.5708, 2.0507, 0.0771, 0.0097, -0.0074
Si, 0, 0, 3.418, 0.1903, 0.0898, -0.3203
Si, 5.469, 0, 3.418, 0.1319, 0.0707, 0.4638
Si, 2.7345, 2.7345, 3.418, 0.2986, -0.2488, 0.0418
Si, 8.2035, 2.7345, 3.418, -0.088, -0.1909, 0.108
Si, 0, 5.469, 3.418, 0.0022, -0.1882, -0.0875
Si, 5.469, 5.469, 3.418, -0.2027, -0.113, -0.2636
Si, 2.7345, 8.2035, 3.418, 0.2561, 0.0754, 0.0634
Si, 8.2035, 8.2035, 3.418, -0.1331, 0.1798, -0.1855
Si, 1.4312, 1.3005, 4.7811, 0.0043, -0.0057, 0.0027
Si, 6.8611, 1.3707, 4.8651, -0.0016, -0.005, -0.0054
Si, 4.1755, 4.037, 4.7971, 0.0062, -0.0029, 0.0001
Si, 9.5806, 4.0716, 4.7744, 0.0112, -0.0099, 0.001
Si, 1.4078, 6.796, 4.7496, 0.0034, -0.0016, 0.0004
Si, 6.7775, 6.8723, 4.7361, -0.0001, -0.0066, -0.0062
Si, 4.1239, 9.5632, 4.8339, 0.0014, -0.0052, -0.0051
Si, 9.5598, 9.615, 4.7436, -0.0017, 0.0002, -0.0098
Si, 2.8214, -0.014, 6.2687, -0.0038, 0.0019, 0.0091
Si, 8.2669, 0.0207, 6.2408, 0.0005, 0.0098, 0.0031
Si, 0.0386, 2.6654, 6.0945, -0.0055, 0.0113, -0.0028
Si, 5.57, 2.7559, 6.3291, -0.0012, 0.0041, 0.0079
Si, 2.7679, 5.4014, 6.0973, -0.0029, 0.0034, -0.0047
Si, 8.1526, 5.4866, 6.006, -0.0017, 0.0066, 0.0152
Si, 0.0492, 8.2387, 5.9866, 0.0007, -0.0066, 0.0101
Si, 5.47, 8.196, 6.2329, -0.0057, 0.0043, -0.0051
Si, 3.9336, 1.63, 7.6388, 0.0014, 0.0001, -0.0283
Si, 9.9941, 1.0858, 7.5359, -0.0017, -0.0035, -0.023
Si, 1.6147, 3.7919, 7.3814, -0.0046, 0.0089, -0.0179
Si, 6.723, 4.4846, 7.5862, 0.0027, 0.0007, -0.0333
Si, 4.2975, 6.5254, 7.4626, -0.0077, 0.0013, 0.0307
Si, 9.3564, 7.0865, 7.1541, 0.0085, -0.0027, -0.0323
Si, 1.1967, 9.6573, 7.4478, 0.0073, -0.013, -0.0114
Si, 7.1631, 9.2946, 7.4922, 0.0049, -0.0058, 0.0073
O, 1.274, 4.1079, 24.4842, 0.0068, -0.0164, -0.0054
O, 6.7943, 9.5625, 24.5652, -0.0013, 0.0007, -0.0103
O, 2.7445, 2.7293, 7.9275, -0.002, -0.0018, 0.0118
O, 8.3097, 8.1562, 7.8619, -0.0119, 0.0112, 0.0112
O, 5.4874, 5.5065, 8.0034, -0.0079, 0.0049, 0.0047
O, 0.0905, -0.1504, 7.9084, 0.0006, 0.0046, 0.0041
O, 4.1062, 6.8859, 24.5343, 0.0122, -0.0133, -0.0122
O, 9.5667, 1.3823, 24.5829, 0.0012, 0.004, -0.0143
O, 1.649, 8.8567, 8.8279, 0.0129, -0.0191, 0.0229
O, 0.8914, 4.2646, 8.7776, -0.0127, 0.0166, 0.0204
O, 9.7712, 1.7585, 9.0459, -0.0048, 0.0125, 0.0157
O, 6.6495, 9.862, 8.9629, 0.0021, 0.0056, 0.0083
O, 4.4601, 1.2305, 9.1571, -0.0022, 0.0101, -0.0028
O, 3.4678, 6.9379, 8.8275, -0.0217, 0.0149, -0.0135
O, 7.5523, 4.2047, 9.0098, 0.0094, -0.0021, 0.0236
O, 10.0597, 6.2376, 8.3454, 0.0133, -0.0113, 0.0233
O, 2.907, 2.1405, 23.7598, 0.0073, -0.0009, -0.0058
O, 4.8361, 0.2521, 23.8112, -0.0083, 0.0124, -0.0243
O, 7.9246, 3.3065, 23.7677, -0.0026, 0.0016, -0.0146
O, 10.3011, 5.7722, 23.544, -0.0058, -0.0062, 0
O, 8.421, 7.655, 23.6937, -0.0049, 0.0016, -0.0023
O, 2.4342, 8.7564, 23.6458, -0.0018, 0.0056, -0.0124
O, 6.0586, 5.2561, 23.7551, 0.0029, -0.0061, -0.013
O, 0.569, 10.6383, 23.8532, -0.0021, 0.0042, 0.0017
Si, 3.1883, 9.2634, 11.9287, 0.035, -0.0502, 0.0374
Si, 8.208, 4.7928, 10.3902, -0.0009, 0.0026, -0.0184
Si, 7.0668, 4.7539, 17.493, 0.0227, 0.015, -0.004
Si, 4.2967, 1.6081, 23.0993, -0.0045, -0.0092, 0.0166
Si, 12.3607, 3.3685, 19.2319, -0.0343, 0.058, -0.0016
Si, 8.0058, -2.9545, 14.5423, 0.0002, -0.0261, 0.0146
Si, 1.0858, 9.3737, 22.961, -0.0082, -0.032, 0.0068
Si, 4.0235, 12.9367, 20.0844, 0.0012, 0.0039, 0.0211
Si, -2.3665, 2.9568, 12.664, 0.0054, 0.002, -0.0061
Si, -3.9271, 14.1939, 20.135, 0.013, 0.0009, -0.0001
Si, 1.1176, -4.4748, 18.6651, -0.2689, -0.0199, 0.2644
Si, 0.852, 11.1864, 12.4689, 0.0116, 0.0112, -0.0369
Si, 10.3176, 9.7787, 14.8785, -0.005, -0.0046, 0.0165
Si, -6.0143, 3.1208, 16.0542, 0.0066, 0.0022, -0.0131
Si, 7.1753, 10.2568, 10.4584, -0.0725, -0.0235, -0.081
Si, 0.6653, 17.6638, 15.5638, -0.0572, -0.0233, -0.0001
Si, -1.387, 4.2045, 15.4352, 0.0049, 0.0122, 0.0211
Si, 0.0025, 5.4439, 9.426, 0.0087, 0.0003, -0.0157
Si, 4.9995, 7.4401, 13.501, 0.0336, 0.0224, 0.0081
Si, 6.5593, 3.8656, 23.0779, -0.0009, 0.0033, 0.0247
Si, 7.4188, 7.6808, 17.4156, 0.0233, -0.0018, -0.0018
Si, 9.8014, 1.0692, 10.5321, -0.0004, 0.0523, -0.0273
Si, 2.1405, 11.648, 18.1952, -0.0089, 0.0268, -0.0028
Si, 9.7819, 1.8692, 19.7713, 0.0028, -0.006, -0.0032
Si, 4.6154, 0.7902, 10.713, -0.018, 0.0419, -0.0345
Si, 3.0046, 2.225, 13.0229, 0.0417, 0.0106, 0.002
Si, 2.2126, 7.5615, 9.648, 0.0209, -0.0017, -0.0296
Si, 5.8614, 9.6529, 15.6386, 0.0223, -0.0276, -0.0352
Si, 3.1507, 5.0345, 14.447, 0.0154, -0.0187, 0.0032
Si, 9.7055, 7.1362, 22.8211, 0.0336, 0.0053, -0.0191
Si, 11.2558, 10.2005, 20.214, -0.0191, -0.066, 0.0323
Si, 7.3003, -3.5975, 11.7714, 0.0099, -0.0244, 0.0142
Si, -1.3923, 7.5471, 19.7441, 0.0987, -0.0757, -0.0153
Si, 3.5883, 0.5561, 15.7593, 0.0157, -0.0019, 0.0018
Si, 9.6157, 12.371, 16.5717, -0.0026, 0.0074, 0.0064
Si, 7.055, 1.5055, 14.7771, -0.0026, -0.0023, 0.0049
O, 4.2963, 9.9873, 15.7443, -0.0238, 0.0175, 0.0086
O, 10.2221, -0.0529, 16.109, 0.005, 0.0002, -0.0019
O, 8.6522, -0.0666, 10.4987, 0.0836, -0.0223, 0.0105
O, 0.1487, 8.2925, 15.0455, 0.0172, -0.0014, -0.0056
O, 4.3657, -4.7878, 14.2025, 0.0085, -0.0097, 0.0088
O, 2.823, 14.0743, 20.1095, 0.0167, -0.0085, 0.0073
O, 1.8533, 6.0067, 14.6127, -0.035, 0.0166, 0.0094
O, -1.7852, 14.8385, 13.8598, 0.0024, -0.0021, -0.0051
O, -2.8799, 1.544, 16.0463, 0.004, -0.0026, -0.002
O, -1.0868, 4.7935, 10.4513, 0.0001, -0.0022, 0.0046
O, 10.3562, -4.4718, 18.8656, 0.1075, 0.0885, 0.0129
O, 8.3018, 7.4031, 16.0151, -0.002, 0.0053, -0.0135
O, -3.1857, 1.7114, 13.3306, 0.0016, 0.0015, -0.0046
O, 3.4256, 12.1744, 14.2813, 0.0056, -0.0106, 0.0117
O, 1.331, 9.9252, 21.4617, 0.0089, 0.0367, -0.007
O, 8.1761, 7.1261, 13.1801, 0.0099, 0.0037, -0.0021
O, 8.2753, 2.2277, 20.324, -0.0046, -0.002, 0.0048
O, 10.2237, 9, 19.9244, -0.0196, 0.0822, -0.0035
O, 4.0733, 1.2771, 21.5411, 0.0006, 0.0015, -0.0125
O, -3.6804, 8.9056, 11.379, -0.019, -0.0318, 0.0314
O, 6.8212, 4.1186, 21.5035, -0.0031, 0.0025, -0.0099
O, 8.1946, 7.9028, 18.8038, -0.0152, 0.0113, 0.0039
O, 12.1153, 10.5589, 18.8838, 0.0315, -0.005, -0.0255
O, 6.5442, 6.3134, 17.4896, -0.0086, -0.0222, 0.0091
O, -2.7112, 4.497, 16.3664, -0.0153, -0.0039, 0.0038
O, 9.6477, 2.208, 11.6906, -0.0109, 0.0167, 0.0113
O, 10.7593, 10.726, 13.6257, -0.0802, -0.0298, 0.0635
O, 5.9357, 2.7114, 14.8164, -0.0047, 0.0022, 0.0047
O, 6.4589, 10.9154, 14.835, -0.0064, 0.0059, 0.0019
O, -0.5249, 16.5264, 15.4199, 0.0374, 0.0235, 0.0007
O, -2.1854, -1.5373, 14.4459, 0.0094, 0.0135, -0.0078
O, 4.0108, 1.8946, 11.7623, -0.0004, 0.0253, 0.0091
O, -7.3739, 11.7757, 19.0132, -0.0027, -0.0142, -0.0075
O, 2.7809, 7.9475, 11.116, -0.0396, -0.0833, -0.034
O, 5.7865, 6.9105, 12.2051, -0.0006, -0.0172, -0.0199
O, 1.8798, -3.6021, 19.6941, -0.0683, -0.1294, -0.1798
O, 6.2081, 8.2729, 14.5434, -0.0291, 0.0151, 0.0056
O, 9.2245, 6.9586, 21.2633, -0.0198, 0.0076, 0.0239
O, 1.4838, 12.679, 12.6957, -0.0401, 0.044, 0.0035
O, -0.0686, 8.2447, 22.9686, -0.0101, 0.0012, 0.0038
O, 6.5352, 9.0446, 16.9881, -0.0054, -0.0018, 0.0146
O, -3.4259, 4.3075, 18.9818, -0.0162, -0.0024, -0.006
O, 2.2621, 0.243, 16.6166, -0.0003, -0.0072, -0.001
O, -0.0286, 3.0561, 19.984, 0.0184, -0.0017, 0.0008
O, 1.4164, 4.8184, 18.5667, 0.0885, -0.0596, 0.033
O, 3.899, 10.2785, 10.9013, 0.0384, -0.0247, -0.0702
O, 5.404, 2.764, 23.3351, -0.0006, -0.0012, -0.0039
O, 3.6737, 4.1139, 15.6924, 0.0011, 0.0018, 0.0105
O, 5.5581, 13.487, 19.7796, -0.0064, -0.0002, -0.0014
O, -3.2591, 3.9116, 11.6655, -0.0018, -0.0068, 0.0081
O, 4.092, 8.726, 13.1895, -0.016, 0.0192, -0.0096
O, 6.1801, 0.4689, 11.0532, 0.0215, 0.0712, 0.0279
O, 9.5978, 1.4892, 18.1782, -0.0014, -0.001, -0.0016
O, -0.6334, 13.7589, 15.9607, 0.0001, -0.0042, -0.0045
O, 4.4509, 1.6605, 16.6069, -0.0079, -0.0155, -0.0054
O, 1.4999, 13.1417, 18.0682, 0.0028, -0.0225, -0.0079
O, 5.7546, -7.069, 17.1882, 0.0027, 0.0045, 0.0082
O, 1.0404, 6.5122, 10.0695, -0.003, -0.0049, 0.0018
O, 1.2334, 6.9039, 17.0366, 0.0901, 0.0973, -0.113
O, 1.9595, 10.0175, 12.6094, -0.0177, 0.0314, 0.0606
O, 7.7758, 6.3699, 10.5878, 0.0065, -0.0062, -0.0038
O, 11.1603, 0.2647, 10.9632, 0.0416, -0.0305, -0.0172
O, 10.3059, 11.4953, 20.5761, -0.0054, 0.0098, -0.0005
O, 3.0014, 3.8603, 13.2754, -0.0096, 0.0059, -0.0073

Results
free energy: -133959.382 eV
free energy less fixed offsets of O -568.88, Si -635.61 eV per atom: 2.578 eV

The program warned: the cutoff lies below the one the program advises for these potential files; the forces do not sum to zero within the program's tolerance; the exchange-correlation potential is rough where the density is thin.
